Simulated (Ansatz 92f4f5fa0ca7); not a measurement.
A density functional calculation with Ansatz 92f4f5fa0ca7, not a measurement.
Periodic cell of 157 atoms, Si96O55N6, from a study of silicon, its oxide and their interface. The atomic structure is a simulated model.

Settings: functional r2SCAN; potential files Ansatz norm-conserving; basis plane waves; wave-function cutoff 1300 eV; density cutoff ratio 4; exchange-correlation grid ratio 1; k mesh 2 x 2 x 1, shifted by 0.5 0.5 0.5 of a step; self-consistency stop 5e-08 eV per atom in the density residual; occupations Fermi-Dirac, 0.05 eV; spin none; net charge 0.

Cell vectors (angstrom)
a  10.9176  -0.0709  0.0493
b  -0.0709  10.9694  0.0243
c  0.1009  0.0497  22.3638

Atoms and the computed forces on them: element, x, y, z (angstrom), force x, y, z (eV/angstrom)
Si  -0.4397  -0.0357  0.1667  -1.5086  -1.2527  -3.0036
Si  2.3894  2.6783  0.1495  -1.4886  2.1336  1.9181
Si  -0.1032  4.8364  -0.3912  2.775  -2.5716  -1.6186
Si  3.1256  7.7201  0.0344  1.0857  0.0438  -2.3777
Si  5.522  0.0827  -0.33  1.6752  -2.849  1.5129
Si  8.4686  2.0942  0.0409  3.052  4.2344  -3.7208
Si  5.0312  5.1812  -0.1332  -1.9733  2.2354  1.8569
Si  7.3523  8.2481  -0.1383  -0.2373  0.9159  1.1595
Si  1.0908  1.014  1.2625  3.0915  1.4051  2.0843
Si  3.7544  4.3165  1.516  0.3522  -2.0221  0.5027
Si  1.5923  6.7095  1.1471  -2.8106  -1.0988  2.1532
Si  4.0968  9.7085  1.1124  -0.5257  -0.7946  1.3385
Si  6.8653  1.4561  1.2053  -3.3962  -1.9256  1.0769
Si  9.4901  3.755  1.3983  -1.0139  0.9851  0.4073
Si  6.238  6.821  1.3833  1.671  -1.5925  -0.6835
Si  9.0932  9.1441  1.247  1.4328  0.7946  -0.1843
Si  0.0393  2.5584  2.7593  -0.4208  0.2687  -2.325
Si  2.6327  -0.1547  2.6806  -1.0211  -1.0731  -0.8455
Si  0.0438  8.0643  2.4086  -1.0334  0.5712  0.7027
Si  2.5881  5.8617  3.1638  0.9301  -1.0741  -1.9879
Si  5.3874  2.8282  2.4606  -0.0083  -0.0079  1.4091
Si  8.1873  -0.0794  2.4974  -0.0632  -1.109  0.4961
Si  5.2826  8.4053  2.9055  -0.5302  -0.5155  -1.7856
Si  8.1038  5.4599  2.6938  -0.832  -0.9716  -1.9152
Si  1.4137  3.9755  3.7988  -0.1458  1.0283  1.3099
Si  4.0022  1.2529  3.8518  2.155  0.7997  0.6356
Si  1.0519  9.5341  4.1674  1.6044  -0.3598  -0.2923
Si  4.2968  6.9709  4.4572  -0.3846  -0.498  -0.5683
Si  7.0323  3.876  3.9862  -1.4522  -0.0798  0.9546
Si  9.7456  0.965  3.899  -1.3701  1.0809  1.8622
Si  7.0031  9.3859  3.9467  -0.2506  1.6117  1.206
Si  9.5299  6.6337  3.9532  0.9313  1.5869  0.5305
Si  0.1594  0.2686  5.6084  -0.2948  -1.0758  -0.7488
Si  2.6238  2.6623  5.2242  0.7403  0.2967  1.3351
Si  -0.0584  5.2607  5.1586  1.1691  -0.3195  1.2137
Si  2.7052  8.2485  5.6281  -0.986  -0.5443  -2.476
Si  5.7965  0.0456  5.2635  -0.4486  -0.016  0.0502
Si  8.3253  2.4664  5.5065  0.4333  -0.3461  -1.6641
Si  5.6287  5.2394  5.5887  -0.1598  0.4014  -1.5175
Si  8.1829  8.0423  5.482  1.2215  0.5631  -1.0188
Si  1.6259  1.5721  7.1285  -1.3535  0.4009  -1.1323
Si  3.7768  4.3207  6.6812  1.2104  -0.8147  0.9036
Si  1.5877  6.6201  6.7625  -0.9217  -0.6215  -1.726
Si  4.0584  9.7919  6.3788  1.0938  0.2233  1.3885
Si  7.0137  1.431  7.0919  -2.7862  0.9308  -2.2837
Si  9.7413  3.7883  6.7812  -0.5887  0.9538  -1.8843
Si  7.0198  6.6151  6.8366  -2.6871  1.4687  -0.5012
Si  9.5061  9.6706  6.6768  0.7529  -0.1854  1.0365
Si  0.0616  3.1148  8.4167  1.8216  -1.9701  2.1898
Si  2.8605  -0.1597  7.9752  0.6409  1.444  1.55
Si  0.5344  8.3638  7.558  -4.2768  -0.1662  0.8944
Si  2.8707  5.9398  8.4578  0.1088  -1.907  0.8938
Si  5.1396  2.7517  8.0435  1.661  0.7465  0.0609
Si  8.3434  0.1923  8.2654  0.2686  -3.138  1.2107
Si  5.0234  8.0291  7.7896  2.1766  0.8171  -0.8931
Si  8.3458  5.2139  7.8483  0.487  -1.4983  1.9011
Si  1.5975  4.5921  9.9634  0.6659  -0.746  -0.7391
Si  4.0573  1.4761  9.5593  -0.6164  -1.095  0.8234
Si  1.4665  9.3931  9.2679  1.178  1.7877  2.6546
Si  4.4682  7.129  9.7862  0.5095  -0.878  0.8739
Si  7.0046  3.9213  9.4549  -0.3273  0.6306  -1.4177
Si  9.6731  1.2115  9.9119  1.7185  0.1528  -1.9839
Si  6.2075  9.353  9.3342  2.6292  0.78  0.7532
Si  9.7089  6.686  8.8926  0.8751  0.8828  1.3007
Si  0.2641  -0.1022  10.8937  3.3139  2.7165  -4.3908
Si  3.1385  3.2692  11.6113  3.2326  -0.8966  -3.4645
Si  0.2306  6.023  11.0897  -0.983  0.6767  -2.3259
Si  3.6766  8.953  11.1162  -1.0585  -2.1131  1.9298
Si  5.6535  0.1488  10.9082  -2.6527  0.8126  0.1241
Si  8.0278  2.2783  10.7987  -3.4849  0.1094  2.6997
Si  6.3414  5.6009  10.9682  0.3917  1.1503  -0.1126
Si  8.0074  7.8443  10.2403  1.0668  0.679  0.1926
Si  11.6972  0.4115  15.5206  -3.2692  1.0904  0.8512
Si  6.306  3.1774  12.8255  -2.657  -0.5489  0.2699
Si  2.0474  4.3955  14.2173  -0.1576  -2.2949  -1.3641
Si  10.3392  8.4258  12.1592  -1.0476  1.3585  -1.7196
Si  8.6769  0.0153  15.5884  -0.0718  -0.7947  1.598
Si  9.1045  2.4624  13.9608  0.9112  -2.533  -3.0121
Si  12.4114  8.588  15.7851  -0.6977  -0.783  3.4463
Si  17.1373  9.729  16.9211  0.7164  -3.5271  1.9061
Si  12.1165  1.8076  12.924  -0.7057  -4.09  -0.5552
Si  4.5902  -3.3989  16.255  0.1908  -3.9065  -0.0066
Si  -0.1818  8.995  18.1676  -1.997  -1.9844  -4.5109
Si  -3.0467  9.0747  19.2111  1.7037  -2.453  0.0908
Si  6.187  5.4088  17.784  -1.7317  -0.5096  -4.1423
Si  13.0163  -3.7435  13.161  2.0163  2.6065  -4.6012
Si  9.2486  11.3986  18.308  -0.912  1.4409  -0.2764
Si  10.959  2.9758  19.1671  1.5975  -0.4014  -1.5284
Si  2.7577  1.4851  19.794  -3.7483  -1.6603  -3.4866
Si  8.6079  6.4811  12.8129  2.966  -0.6576  -0.841
Si  4.9173  4.5842  15.3439  0.9015  1.95  3.1693
Si  5.4774  0.9326  18.9093  -1.1709  -0.1644  4.6147
Si  12.1959  9.3857  20.4527  3.0192  4.9844  2.6234
Si  6.7544  3.5439  20.2215  2.1658  -2.4368  -2.7359
Si  10.6257  14.291  16.273  1.134  0.5655  2.8356
Si  18.7398  4.4945  15.2717  -2.2135  1.6034  1.0677
O  -0.9934  1.5214  -0.4464  -0.961  -2.4698  0.3663
O  -0.0182  -0.8809  -1.2394  -0.159  -0.0928  -0.0672
O  2.9999  2.3928  21.0395  1.3999  0.3369  1.0798
O  3.45  4.2206  14.9059  -0.5837  -1.5105  0.0294
O  -3.5361  8.3384  20.5701  1.1912  -0.7943  -1.2751
O  1.2727  3.9169  0.0399  -0.5245  0.1272  -0.4682
O  10.5901  10.5564  17.9357  -0.6969  -2.1931  1.5542
O  2.1713  8.6998  21.4845  0.8439  -1.3438  -0.2567
O  5.2712  0.2985  20.4876  0.7708  -0.9036  0.0806
O  10.9055  3.9345  17.8524  -1.3308  -0.0682  -4.5896
O  1.521  2.3175  18.9475  0.8306  -1.0735  1.9811
O  8.1997  3.0248  20.8842  -1.9806  0.3764  1.0992
O  5.5937  4.0374  -1.0995  -0.0609  -1.1586  0.5854
O  3.9023  6.1628  21.5763  0.1814  2.9939  0.414
O  23.233  11.8407  11.547  -1.491  0.5717  1.4649
O  6.4685  9.5926  0.0273  -1.5394  2.8376  -0.2446
N  11.7591  -3.5832  11.867  1.127  0.6304  0.674
O  1.4669  -2.7419  14.1959  -0.7937  1.0473  0.9255
N  1.9834  3.2839  12.756  -0.9139  2.1452  3.7322
O  6.3023  4.726  12.3143  -1.2194  -0.5036  -0.6583
O  -0.9047  5.6312  12.1219  -3.4456  -0.1618  1.5827
O  12.4776  11.8093  14.2472  -0.769  1.0456  -0.9922
O  4.2747  10.1933  11.9805  2.3405  1.8221  -2.0592
N  6.6055  1.451  11.6342  1.2385  0.8306  -0.0844
O  12.4752  -0.8133  16.0998  2.7231  -0.2813  0.4831
O  8.1185  3.075  12.6966  0.5373  -0.8968  0.592
O  11.3045  1.7934  16.4668  0.0449  -1.3134  -2.8367
N  7.4626  6.8116  11.6805  -0.8759  0.844  -3.7816
N  9.1152  14.4925  15.3079  0.7992  -0.7667  0.7367
O  9.3762  8.8063  10.7042  -0.069  -1.2871  2.6335
O  3.6535  -3.0743  12.5731  -3.7768  -0.5654  -0.7336
O  7.5131  5.4039  16.7238  -0.048  -1.3543  -1.7193
O  8.4986  0.9762  14.3982  -0.9972  3.5859  -3.4656
O  8.1735  5.5832  13.975  -0.868  -1.1769  3.531
O  6.5972  1.9245  19.2091  2.1234  6.2223  1.5518
O  -0.3758  2.1328  13.0075  -3.3435  0.9954  1.9635
O  7.4368  9.8435  15.8385  1.9706  1.5527  -0.415
O  4.5072  2.8816  12.432  1.6504  1.1971  0.4828
O  10.926  8.2125  16.5926  2.7829  0.51  2.0774
O  6.577  4.8825  19.2192  1.4002  -1.346  0.9529
O  6.6007  8.8181  18.2848  1.2436  1.1274  -2.0499
O  16.2557  -2.1129  15.9378  -0.2292  0.6163  0.8611
O  11.9306  8.5156  19.1856  0.3024  -0.3888  -0.9456
O  10.1902  -0.4355  15.4019  1.7573  0.5923  -0.9113
O  12.8435  16.6888  13.5741  0.1957  -0.3094  0.2218
O  22.5689  14.9661  15.3019  0.3627  0.2412  -0.116
O  8.3145  10.5595  19.4287  0.6048  0.9132  -1.4091
O  11.0466  -1.0403  12.1754  -1.2235  -2.7695  4.9432
O  5.2995  -4.2633  17.52  0.0255  2.4232  1.1622
O  -5.2752  11.0321  17.7225  0.5845  -1.1604  -3.7186
O  8.4442  11.9568  16.9082  0.4936  -2.1096  2.1479
O  5.0881  4.3901  17.0533  0.7134  -0.8932  -1.913
O  4.0134  1.3758  18.8078  -2.9438  2.1508  -1.0788
N  6.2501  3.7334  14.6202  1.272  0.1763  -0.0895
O  13.9531  -2.9994  16.2883  -1.5662  -0.1867  0.2746
O  9.8826  1.8213  18.6893  0.1832  1.927  3.1291
O  20.3222  8.1241  18.8943  -2.1675  2.1777  -0.072
O  10.8895  4.1051  20.2866  -0.8496  0.9484  3.4111
O  20.151  7.8604  13.3418  1.3615  0.0345  -1.0439
O  15.6644  6.2242  15.2959  0.3306  -0.3768  -1.0929
O  13.2388  -0.1625  20.0972  -0.9266  -0.594  0.1544

Results
free energy: -38544.167 eV
free energy less fixed offsets of N -289.75, O -463.61, Si -117.95 eV per atom: 16.083 eV
pressure: -2.34 GPa
stress xx, yy, zz, yz, xz, xy (GPa, positive in tension): 1.95, 2.42, 2.66, 1.95, 1.14, -2.37
